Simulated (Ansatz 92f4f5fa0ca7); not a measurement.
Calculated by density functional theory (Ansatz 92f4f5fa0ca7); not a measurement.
Periodic cell of 148 atoms, Si92O56, from a study of silicon, its oxide and their interface. The atomic structure is a simulated model.

Settings: functional r2SCAN; potential files Ansatz norm-conserving; basis plane waves; wave-function cutoff 1300 eV; density cutoff ratio 4; exchange-correlation grid ratio 1; k mesh 2 x 2 x 1, shifted by 0.5 0.5 0.5 of a step; self-consistency stop 5e-08 eV per atom in the density residual; occupations Fermi-Dirac, 0.05 eV; spin none; net charge 0.

Cell vectors (angstrom)
a  10.9364  -0.1063  0.0739
b  -0.1063  11.0141  0.0364
c  0.1465  0.0722  21.676

Atoms and the computed forces on them: element, x, y, z (angstrom), force x, y, z (eV/angstrom)
Si  0.2393  -0.5186  -0.6285  2.7289  1.0652  -0.158
Si  2.3317  0.9343  -0.4212  -1.4354  -1.7907  -1.3825
Si  -1.3534  4.4195  -1.1841  0.578  0.211  0.2786
Si  1.5287  8.4698  -0.8336  0.4321  -0.9688  -0.2382
Si  5.3489  0.1202  -0.3824  -0.6345  -0.8154  1.1404
Si  9.2795  3.8905  1.9067  0.9852  -0.059  2.3874
Si  5.8915  5.1587  -0.5943  0.9663  1.1335  -0.7676
Si  9.9313  7.2589  -1.2429  3.2288  2.0965  -1.8927
Si  1.6034  0.6981  1.5622  -1.5298  -0.1013  1.3084
Si  3.6255  5.4531  0.4215  -0.3462  -1.0581  -1.1443
Si  2.8929  7.597  1.0078  -1.9471  1.4488  0.6504
Si  4.4809  9.6523  1.4064  0.4797  -2.4105  1.0861
Si  6.7954  1.9138  1.5879  0.3503  0.4511  0.87
Si  8.0552  3.2729  0.101  0.125  -1.8826  -0.5974
Si  7.3162  6.9619  1.4765  1.1458  0.8876  2.8319
Si  8.8882  8.6245  1.1118  1.1762  0.2995  0.3785
Si  -0.0241  2.6967  3.1999  -0.3019  0.1332  -3.1375
Si  3.3421  -0.1345  2.9565  -0.9037  0.2709  1.2673
Si  0.4096  8.2246  2.9848  1.4756  -2.4764  -1.0659
Si  3.7846  4.6505  2.5872  0.2438  0.9386  1.0342
Si  5.6218  3.2019  3.1956  -0.0072  -0.7412  -0.0607
Si  8.3591  0.1312  2.6985  -1.1178  0.5468  -0.2624
Si  5.9792  8.3089  2.7509  -1.2744  0.1464  1.0218
Si  8.4348  5.6247  3.1542  -0.0952  0.0075  -0.0256
Si  1.711  4.1242  3.6568  1.0074  -0.2939  1.5489
Si  4.7452  1.3677  4.4327  -0.9711  -0.4715  -0.5809
Si  1.6636  9.5824  4.6161  -0.3396  1.4764  -2.5209
Si  4.5435  6.7128  4.0572  -0.6088  0.6944  -2.3664
Si  7.0878  4.3051  4.6543  0.2403  -0.1893  -0.9262
Si  9.9369  1.0228  4.559  -1.3417  0.3119  -0.9552
Si  7.1857  9.718  4.2285  0.4876  -1.6998  0.3577
Si  10.1829  6.6185  4.6326  -1.9552  1.776  -1.4516
Si  0.378  -0.0124  5.9231  -0.0943  -1.4078  0.1524
Si  3.02  2.7795  5.2694  -1.1074  -0.7215  -0.0589
Si  0.6669  5.2488  5.53  -0.0122  0.3418  0.2708
Si  3.1507  8.1037  5.321  0.1419  -0.9713  1.8863
Si  5.9913  -0.2865  5.7692  -0.4498  1.2252  -0.6013
Si  8.6581  2.7592  5.6451  -1.4745  -0.6458  -0.3374
Si  5.3173  5.5524  5.739  2.1446  -0.8472  1.5961
Si  8.5167  8.2158  5.8345  0.1244  -0.1635  -0.696
Si  1.6372  1.6431  6.8861  1.1997  -0.9891  0.5586
Si  3.9222  4.0775  6.8952  0.5869  0.2637  1.6767
Si  1.6993  6.9414  6.9151  -0.8294  -1.2169  0.624
Si  4.3637  9.3666  6.9556  1.5234  -0.4608  -1.0389
Si  7.2399  1.343  6.8982  -0.8296  0.7753  0.6421
Si  10.0069  3.9913  7.0076  -0.1142  0.7663  0.4723
Si  6.9294  6.7266  7.0088  1.4001  -0.3979  -0.674
Si  9.7565  9.5493  7.441  -0.2293  0.4007  -0.2543
Si  0.1426  2.6828  8.4367  -0.2689  -0.2477  0.5162
Si  3.1338  -0.2064  7.9332  -2.3807  1.0668  1.3887
Si  -0.0514  7.8654  8.5315  1.6809  0.9332  -1.0164
Si  2.4884  5.3178  8.5145  1.0742  0.9339  0.6612
Si  5.4553  2.6195  8.1753  -0.3108  -0.5837  0.0502
Si  8.6862  0.5059  8.5123  -1.4001  -2.9911  -0.1922
Si  5.9742  8.2404  8.3017  -2.1482  0.1631  1.2591
Si  8.3817  5.3305  8.3249  0.0826  -0.3298  -0.2678
Si  0.9582  3.815  10.2372  3.7251  -0.75  -1.5437
Si  3.9082  0.7255  9.9631  -1.6394  0.8547  -1.1197
Si  1.5303  9.4242  9.4093  -0.806  1.3888  0.7612
Si  4.1145  7.3651  9.692  -0.643  -1.6475  -0.937
Si  6.8771  3.834  9.3382  0.668  2.751  2.5037
Si  9.5849  1.5046  10.2499  -0.5029  1.6351  1.2814
Si  6.9003  9.3286  10.124  -1.2368  2.0717  0.2029
Si  9.6374  6.4207  10.0416  -0.6918  1.8342  -0.7899
Si  0.4905  0.2489  11.5815  0.5662  -0.4249  -0.6509
Si  2.1153  1.8119  11.1899  0.4578  0.3809  -0.4268
Si  -0.272  5.1945  11.4307  -2.5968  -0.3795  2.3807
Si  3.1737  8.9484  11.147  -1.2834  -0.7276  -0.9967
Si  5.0535  -0.6243  11.2318  2.1101  -1.3831  0.705
Si  8.1306  3.192  11.4112  1.5522  0.5574  -2.8659
Si  5.5217  5.9225  10.7442  1.2905  -1.1277  -0.0582
Si  8.0514  7.8029  11.4676  0.2438  -2.3931  1.2824
Si  3.6811  2.8822  13.7664  0.6828  -0.4335  -1.5575
Si  6.8352  2.6706  14.1808  -1.0406  3.8749  -0.2735
Si  2.0833  9.2589  13.1678  1.7971  -3.2118  -0.121
Si  7.5035  4.2943  15.9574  -0.5245  -1.2316  -1.8456
Si  4.7613  -1.8748  14.9355  -0.637  -0.3146  -2.497
Si  6.5862  6.2796  17.9552  0.5749  -2.0958  3.495
Si  17.2696  11.0202  14.1234  3.7247  -2.5312  -0.3246
Si  1.6479  -4.6448  13.4758  -8.2986  0.1081  5.0073
Si  2.1601  -5.8421  18.4869  5.1902  -0.963  2.3196
Si  2.7188  4.5692  15.501  -0.7611  0.0481  3.6016
Si  3.9701  5.1687  13.1965  -1.0749  -1.5212  1.8191
Si  8.7015  6.7488  16.3576  3.7238  1.1436  -2.2148
Si  8.3682  2.6443  18.381  -1.2998  -1.8683  -0.1081
Si  2.1193  4.072  20.742  -2.5184  2.4246  -1.6934
Si  6.7444  0.1879  19.3574  0.914  -1.9204  -1.1662
Si  4.8691  8.7991  17.7919  -3.8267  2.3877  2.2521
Si  11.2725  7.2326  17.7226  -3.7202  3.4646  -0.4831
Si  9.5029  0.6061  19.9443  -1.5651  -0.7814  2.308
Si  13.8293  -3.1664  18.811  1.0255  2.5095  -0.7817
Si  7.2269  8.2858  14.326  3.5329  1.8823  -0.8047
O  3.1837  -4.6982  -3.0512  -0.8467  0.2978  1.2536
O  3.7223  0.1296  -0.5556  -0.0491  0.6089  -1.7996
O  2.1965  2.4413  -0.8588  1.2177  0.7172  -0.8909
O  5.714  1.4906  0.4194  0.2175  -0.2372  0.4335
O  1.65  7.1202  2.2523  0.552  2.4648  -0.2097
O  -8.404  3.0021  -6.6954  0.8001  1.0458  0.2213
O  0.2537  12.8045  1.8237  1.0058  0.04  1.0894
O  1.4478  7.8316  -7.6936  -0.6873  0.5394  -0.3716
O  9.3301  5.919  -0.6417  -0.9033  -2.3554  -1.8604
O  8.3262  -0.8678  1.3175  1.7334  -0.4689  0.5978
O  8.8539  1.6996  -0.5804  -0.3734  -0.4315  -0.4376
O  11.6838  -4.1183  -0.8492  -2.2604  1.7994  -0.4426
O  9.0532  3.7656  -2.5756  -0.5798  0.7192  -0.754
O  6.5021  6.6149  0.1706  -0.9673  -1.9674  -2.25
O  9.1451  8.4222  -0.4652  -0.1151  0.2861  -0.5015
O  10.0923  8.0354  -2.8045  0.872  -3.8678  1.1374
O  -0.9756  0.9735  11.7121  0.6224  -0.8932  -0.5186
O  5.1643  2.254  14.2552  0.7389  0.4645  -0.5451
O  2.9463  2.0556  12.5837  0.5318  -0.0903  0.9736
O  7.4637  -0.2531  9.435  0.4921  -0.132  0.0631
O  -1.5662  4.2116  11.9242  0.7856  0.8076  -0.9293
O  0.0229  6.0015  12.8294  2.3625  0.3718  -0.6531
O  6.7969  17.74  11.0447  0.3068  0.3838  -0.1911
O  0.1948  10.4897  10.1374  1.7427  -0.769  0.8412
O  5.6733  0.0809  12.6025  -0.2953  0.3967  -0.2349
O  5.7073  -0.878  18.457  0.7894  1.0157  -0.4641
O  7.6162  1.2848  14.3231  -2.2768  -0.9764  -0.1439
O  7.1913  3.3146  12.667  -2.0302  -1.5269  2.3918
O  6.4153  5.1093  16.8793  -0.9218  -0.6775  -1.4297
O  8.0577  7.4431  13.1866  -0.0842  1.2084  -1.6393
O  5.6719  8.0236  14.2624  -2.1082  0.6579  0.5899
O  4.7667  2.0533  9.6472  1.1813  1.5158  -2.0235
O  5.4832  -0.4668  15.1853  0.6769  0.9709  0.3908
O  4.0319  5.3751  14.9038  -0.2536  0.2312  -1.199
O  5.2726  -5.3557  12.3194  1.2659  0.0994  -0.9517
O  6.071  -3.2875  17.8541  2.0265  -2.4176  -0.2942
O  0.7494  5.9192  18.231  -3.8593  0.3793  -0.6166
O  1.4239  5.2889  14.8314  0.8571  1.2429  -0.736
O  6.8725  1.795  18.9093  1.1407  0.4691  -0.3097
O  8.0584  2.9988  16.8184  0.4757  1.1557  1.042
O  12.0395  -0.7589  12.9273  -1.7675  1.16  -0.1527
O  8.5274  5.4561  15.318  -0.6685  -0.5103  1.8943
O  6.1529  5.5196  19.3924  0.3759  0.7295  0.6156
O  13.5813  5.9025  12.6683  5.4145  -2.1794  -3.1507
O  14.4386  9.3938  13.9766  -0.4107  0.799  0.8185
O  -0.1523  -2.3878  23.1837  -1.8078  0.465  1.9201
O  4.199  -2.4218  16.2769  0.8814  0.3019  1.8438
O  7.6402  -1.1251  13.8946  -1.8379  -0.7073  0.5378
O  1.7045  -2.7085  17.4918  1.492  -0.8241  0.9065
O  2.746  4.6388  17.2071  -0.1666  -2.102  -4.7493
O  8.2397  6.3999  17.8258  -0.8655  0.0971  1.5474
O  0.352  4.063  20.6839  0.5889  0.578  0.5318
O  7.7883  7.9933  15.8645  -0.143  -0.2765  -1.7229
O  10.351  7.1762  16.3332  -1.1009  -0.8378  1.5388
O  9.2647  1.3229  18.5341  2.2842  1.204  -1.6942
O  8.3084  -0.5574  19.5737  -2.3094  1.5837  0.7881

Results
free energy: -36788.890 eV
free energy less fixed offsets of O -463.61, Si -117.95 eV per atom: 24.670 eV
pressure: -1.34 GPa
stress xx, yy, zz, yz, xz, xy (GPa, positive in tension): 1.85, 0.34, 1.85, 0.57, 0.6, -0.86
